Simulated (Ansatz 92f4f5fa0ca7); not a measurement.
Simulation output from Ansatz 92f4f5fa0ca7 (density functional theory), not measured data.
Periodic cell of 157 atoms, Si96O55N6, from a study of silicon, its oxide and their interface. The atomic structure is a simulated model.

Settings: functional r2SCAN; potential files Ansatz norm-conserving; basis plane waves; wave-function cutoff 1300 eV; density cutoff ratio 4; exchange-correlation grid ratio 1; k mesh 2 x 2 x 1, shifted by 0.5 0.5 0.5 of a step; self-consistency stop 5e-08 eV per atom in the density residual; occupations Fermi-Dirac, 0.05 eV; spin none; net charge 0.

Cell vectors (angstrom)
a	10.9176	-0.0709	0.0493
b	-0.0709	10.9694	0.0243
c	0.1033	0.0509	22.9035

Atoms: element, x, y, z (angstrom)
Si	0.3736	-0.4301	-0.0283
Si	2.7517	2.4716	0.2289
Si	-0.3525	5.9654	0.1455
Si	2.4504	8.389	-0.031
Si	4.8973	0.435	-0.2117
Si	8.0168	2.475	-0.1388
Si	6.0382	4.9851	-0.0396
Si	8.4546	8.0456	0.3707
Si	1.315	1.2093	1.4989
Si	4.0632	4.0476	1.4809
Si	1.3616	6.8481	1.5542
Si	4.2805	9.4725	1.198
Si	6.6994	1.3187	1.4028
Si	9.5065	3.8562	1.3108
Si	6.9273	6.6209	1.4266
Si	9.7224	9.381	1.7205
Si	0.0025	2.6934	2.6411
Si	2.9304	-0.1185	2.8008
Si	0.078	8.1272	3.0686
Si	2.7206	5.4445	2.726
Si	5.5029	2.6337	2.8293
Si	8.2335	-0.1508	2.8358
Si	5.3849	8.1139	2.6588
Si	8.2236	5.3345	2.8637
Si	1.3409	4.0975	4.0485
Si	4.03	1.3611	4.2757
Si	1.3834	9.5668	4.2617
Si	3.9961	6.8521	4.1406
Si	6.8449	4.008	4.245
Si	9.6644	1.2911	4.1537
Si	6.815	9.4384	4.1933
Si	9.5939	6.6281	4.2299
Si	0.0406	-0.0439	5.4782
Si	2.716	2.7884	5.5258
Si	-0.0008	5.4144	5.5665
Si	2.7666	8.1966	5.5799
Si	5.4807	-0.1232	5.5415
Si	8.3272	2.6457	5.6518
Si	5.4141	5.4543	5.5501
Si	8.109	7.9864	5.4909
Si	1.4033	1.4359	6.868
Si	4.0441	4.0418	6.8651
Si	1.2711	6.9296	6.8057
Si	4.156	9.5309	6.9551
Si	6.9543	1.2832	6.9599
Si	9.5826	4.0741	6.9526
Si	6.7595	6.6729	7.0016
Si	9.4652	9.5213	6.7252
Si	-0.0562	2.7508	8.2958
Si	2.877	0.2008	8.2809
Si	-0.2516	8.2612	8.1449
Si	2.6921	5.5607	8.2022
Si	5.4363	2.4892	8.2855
Si	8.3218	-0.3061	8.4659
Si	5.4928	8.1875	8.1709
Si	8.1403	5.4388	8.4091
Si	1.3529	4.3471	9.6531
Si	4.2703	1.396	9.861
Si	1.3123	9.8431	9.3778
Si	4.1173	6.8502	9.4596
Si	6.6385	3.9699	9.7027
Si	9.7211	1.1078	9.8526
Si	6.6906	9.3059	9.7565
Si	9.4625	6.7629	9.8122
Si	0.9929	0.6217	11.0676
Si	2.9013	3.071	11.0569
Si	0.4932	6.4104	10.9596
Si	2.7632	8.5339	10.4845
Si	5.0941	-0.7014	11.1961
Si	8.1446	2.5481	11.0685
Si	5.234	5.3344	11.0371
Si	7.5436	7.5477	11.2731
Si	2.7209	-0.8107	13.0768
Si	0.6457	6.4397	16.6819
Si	5.2948	6.4467	15.4482
Si	6.8283	11.5855	13.3806
Si	9.0084	3.4315	17.0056
Si	9.5551	8.3906	16.7028
Si	8.3557	6.0183	15.0442
Si	15.0202	12.6042	14.6301
Si	-3.4251	9.5017	18.7868
Si	-2.197	-0.2718	21.3888
Si	0.8452	5.5405	13.7797
Si	6.2793	14.4807	18.7063
Si	9.6362	3.722	13.2051
Si	9.4404	1.1081	14.7446
Si	8.5817	9.0833	13.9502
Si	14.6093	13.0932	17.6942
Si	3.5775	4.6315	13.6511
Si	-4.9895	-4.2976	18.4995
Si	2.6573	7.5711	14.8621
Si	1.5905	4.4459	21.1261
Si	11.9828	3.7743	18.1993
Si	14.9921	-4.7338	20.8976
Si	11.2286	9.7713	14.7431
Si	16.3636	11.5933	19.6357
O	-0.5658	-0.1495	21.6793
O	1.4307	-1.5445	-0.6445
O	4.5854	5.0833	14.9275
O	3.1127	4.9676	20.7886
O	1.7759	3.1832	22.1664
O	0.9856	3.7609	19.7344
O	2.0408	7.2986	16.3398
O	3.2386	7.5283	21.6301
O	-4.4457	5.2315	18.8566
O	3.7312	1.4461	-0.576
O	6.9516	3.7394	-0.6201
O	6.1762	2.3104	19.8051
O	5.4086	5.9079	21.5979
O	7.9365	9.3833	22.3887
O	11.5576	5.5471	21.726
O	14.8955	1.4931	16.2368
O	6.9107	-14.0252	18.873
O	1.3274	5.2929	17.5746
O	1.725	2.052	11.6359
O	0.326	3.9248	13.4852
O	-0.1365	9.3715	16.1463
N	2.4447	5.961	13.9197
N	3.5672	9.5067	11.774
O	6.0824	-0.4046	12.4391
N	8.2533	-0.1302	14.146
O	7.2466	1.7706	12.2036
O	9.2158	3.804	11.6248
O	6.2941	6.4986	11.6551
O	8.9545	13.0214	16.048
O	7.9387	8.2556	12.6755
O	10.244	-1.7478	13.6127
O	-4.127	-4.7101	14.6146
O	5.5378	6.7164	16.96
O	-5.4539	0.2584	21.0194
O	3.4734	11.4345	13.697
O	10.7949	11.3773	15.0079
O	1.7001	7.5478	11.2921
N	12.8432	9.054	14.3919
O	7.7476	3.1702	17.971
O	-0.3869	3.3905	17.5674
N	8.7821	-3.1551	15.3113
O	15.0173	11.9663	18.8035
O	8.288	10.2098	19.9729
O	9.4067	2.1812	13.5221
O	14.2188	13.9204	14.067
O	10.2643	18.1289	17.5163
O	5.8485	1.4316	14.3686
O	-2.2046	9.3681	17.6636
O	0.1618	-4.9352	15.1904
O	1.1881	10.7462	12.4711
O	-2.2073	15.9825	16.2933
O	-6.5411	17.857	19.3274
O	6.2227	10.5544	18.6634
O	8.8417	5.0703	13.8189
O	4.9364	3.3599	17.8339
O	9.7329	-3.8211	22.3412
O	4.3565	-3.37	14.8374
N	14.8201	4.3296	11.9978
O	10.9991	6.2334	12.6377
O	8.1574	12.1128	21.8925
O	13.1321	13.649	17.8899

Results
free energy: -38575.010 eV
free energy less fixed offsets of N -289.75, O -463.61, Si -117.95 eV per atom: -14.760 eV
pressure: -4.11 GPa
stress xx, yy, zz, yz, xz, xy (GPa, positive in tension): 3.35, 6.36, 2.63, 1.63, 0.34, -1.31

Forces (eV/angstrom), in the order of the atoms: element, x, y, z
Si	-0.6295	-1.0408	1.8275
Si	0.2881	0.1466	1.7235
Si	-0.0166	0.0148	-1.2434
Si	1.4851	-1.8469	0.5769
Si	2.8654	-1.4359	-0.6173
Si	-1.6896	0.7122	1.7054
Si	-2.246	0.3623	-0.3256
Si	0.7826	0.2938	-0.8166
Si	1.2876	-1.1065	-0.5399
Si	1.7181	-0.6792	-1.2667
Si	-0.7774	1.2509	-1.016
Si	-2.363	1.2277	-0.8253
Si	0.1331	-0.7788	-0.2923
Si	-0.0718	1.2632	-1.0517
Si	-0.3513	0.4032	-0.1586
Si	0.3641	0.5679	0.0289
Si	-0.0842	0.1438	0.6599
Si	-0.9935	-0.2748	-0.3802
Si	0.2067	0.0051	-0.631
Si	0.1615	-0.0293	0.5975
Si	-1.028	0.618	0.917
Si	0.0023	0.4536	-0.5374
Si	1.4186	-0.5076	0.629
Si	0.0866	-0.9456	-0.4386
Si	0.0282	-0.2742	0.4594
Si	1.3339	-0.5147	-0.7058
Si	1.1511	0.0778	-0.0946
Si	0.6026	-0.4494	-0.1716
Si	-0.0153	-0.1239	0.232
Si	-1.0021	0.0635	0.1078
Si	-0.7959	0.0197	-0.634
Si	-0.4161	0.2451	0.3097
Si	0.791	1.1283	0.0891
Si	-0.9365	-0.1139	-0.8242
Si	0.5069	0.1092	-0.7045
Si	-0.4194	0.8176	0.0269
Si	0.8069	0.6746	-0.2811
Si	-0.5213	0.0563	-1.0501
Si	0.0735	-0.6697	-0.5268
Si	0.0846	-0.0563	0.433
Si	-0.3362	-0.1291	0.4233
Si	0.5141	0.4312	1.0749
Si	0.393	-0.6398	1.095
Si	-1.1248	0.9848	-0.0694
Si	-0.207	-1.246	0.5159
Si	-0.6678	-0.1991	1.2053
Si	0.6623	0.9188	-0.8389
Si	-0.9917	-0.7179	1.1166
Si	0.5663	0.064	0.7669
Si	0.3484	-0.3266	-1.0158
Si	0.658	0.4645	0.5945
Si	-0.366	-0.2945	-0.9123
Si	0.568	1.7069	-0.8545
Si	-0.3446	0.839	-0.5222
Si	0.281	-0.8454	0.3834
Si	0.1426	-1.4537	-0.0244
Si	0.3349	0.0688	0.7343
Si	-0.7353	-1.01	1.0886
Si	-0.3881	0.3772	-0.2198
Si	0.0904	0.1585	0.7599
Si	0.8979	-0.6039	0.0275
Si	0.0451	0.9958	0.5648
Si	-0.1198	-0.502	0.6243
Si	-0.5226	1.0778	0.3039
Si	-0.7981	0.2746	0.1253
Si	0.0397	0.8287	-1.4746
Si	1.0697	-0.5223	1.5939
Si	0.0501	-1.248	1.155
Si	0.3684	1.3628	-1.1361
Si	0.5221	0.9574	-0.6587
Si	-0.8694	0.6858	-0.9999
Si	-0.4312	0.3985	-0.9138
Si	-1.2201	0.6025	-0.2178
Si	1.1586	1.405	0.0612
Si	0.4638	-1.0979	-2.5268
Si	-1.0931	2.1604	-0.1966
Si	0.524	-0.5528	-1.4927
Si	0.7205	-0.879	0.3618
Si	-1.2016	0.0361	0.8463
Si	1.1098	-1.3137	0.4649
Si	-1.638	-0.3468	-1.5777
Si	0.5721	-0.9942	1.8321
Si	-2.8395	-1.0309	0.4255
Si	-1.5059	-0.1836	-0.1807
Si	0.5829	2.3546	-0.6983
Si	-0.513	0.4119	0.5169
Si	0.9111	-1.4496	0.0093
Si	1.8111	0.732	1.4171
Si	1.4023	0.7675	1.784
Si	-0.9566	1.1376	-0.6808
Si	-0.0408	-0.2882	-0.0598
Si	0.3301	-1.3172	-1.3583
Si	0.0451	-2.5375	-0.0811
Si	0.9206	1.0547	-0.706
Si	0.4173	0.2868	-0.6921
Si	0.6331	2.5069	-0.6633
O	-1.3528	0.1349	-1.2342
O	0.0046	0.7595	0.0689
O	-0.7084	-1.2523	-1.0462
O	-1.0854	0.1097	0.1813
O	-0.9695	1.7171	-1.6905
O	0.2259	1.2358	2.2477
O	-0.9298	0.0113	-0.2084
O	-0.3922	0.2929	0.496
O	0.2862	-1.2187	0.56
O	-1.025	0.8801	0.1366
O	0.6655	-0.2827	-0.1009
O	0.1588	-0.8232	-0.7483
O	0.6532	-0.8034	1.1408
O	0.7783	0.7004	-1.0008
O	-0.1397	-0.5954	0.3568
O	-0.2331	-0.3297	-2.613
O	1.3265	1.2884	0.2749
O	-0.0601	0.3781	-0.0518
O	-0.056	-0.7067	-0.6375
O	0.7843	2.3775	0.7749
O	0.1408	-0.6905	0.7166
N	-0.1108	-0.212	0.0565
N	0.0076	-0.4367	-0.1438
O	-0.3007	-0.9305	0.719
N	-0.502	-0.3867	0.2163
O	0.4718	0.0969	0.0984
O	-0.9809	-1.3561	0.1816
O	0.2715	-0.4798	0.0966
O	-0.264	0.5409	-0.1132
O	0.3291	1.064	1.4398
O	0.1024	-0.0488	0.0117
O	1.4319	0.4444	0.9486
O	0.3078	-0.1237	2.334
O	-0.2306	-0.9238	1.9315
O	-0.196	-0.226	0.5216
O	0.7856	-0.3552	-0.922
O	-0.9756	-0.8055	-0.9055
N	0.7858	0.1926	-0.7579
O	0.8337	-0.0834	-0.2894
O	-0.7165	0.2911	0.0379
N	-0.891	-0.641	-1.2084
O	-0.459	-0.4626	0.3135
O	0.7837	-0.0429	1.0287
O	-0.2184	-0.7887	0.8864
O	0.3095	-0.0939	0.6757
O	0.5749	-0.3546	-0.5638
O	-0.9799	0.1433	-0.4356
O	-1.954	0.215	0.8385
O	0.6299	-0.6303	-1.0753
O	0.9139	-0.7227	0.6053
O	-0.7438	-0.0602	-0.0976
O	-0.322	-0.6222	1.2161
O	1.1693	-0.8618	-0.062
O	0.4698	-1.2245	-0.5493
O	0.0628	0.0186	-0.2622
O	-0.1956	-0.7477	1.8204
O	0.0131	0.9059	0.1152
N	1.059	0.4199	-0.0636
O	-0.3021	-0.0913	-1.3736
O	0.2848	0.7778	-0.8785
O	-1.3917	1.289	-0.295
